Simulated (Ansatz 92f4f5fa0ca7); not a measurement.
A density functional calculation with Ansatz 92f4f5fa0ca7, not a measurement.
Periodic cell of 264 atoms, Si154O98As12, from a study of silicon, its oxide and their interface. The atomic structure is a simulated model.
Doubt: the cutoff is far below the 930 eV that the study's wrapper takes by default for these files, so forces and energies are approximate.
This geometry differs little from another in the collection (a relaxation step or a small displacement).

Settings
functional: PBE
potential files: Ansatz PAW
basis: plane waves
wave-function cutoff: 580 eV
density cutoff ratio: 5
exchange-correlation grid ratio: 1
k mesh: 1 x 1 x 1, Gamma-centred
self-consistency stop: 5e-08 eV per atom in the density residual
occupations: fixed
spin: none
net charge: 0

Cell vectors (angstrom)
a, 11.6015, 0, 0
b, 0, 13.3963, 0
c, 0, 0, 31.1965

Atoms: element, x, y, z (angstrom)
Si, -0.3212, 0.0282, 24.4055
As, 3.8185, 0.0079, 24.208
As, 7.6878, -0.0522, 24.3961
As, 1.9169, 3.3453, 24.2208
Si, 5.9568, 3.0901, 24.4401
As, 9.6627, 3.3972, 24.3237
As, -0.002, 6.6491, 24.2008
Si, 3.7814, 6.6591, 24.5242
Si, 7.8028, 6.7111, 24.45
Si, 1.9127, 10.1811, 24.2727
Si, 5.8324, 10.0903, 24.6349
As, 9.6169, 10.0496, 24.2272
Si, -0.0282, 2.2597, 25.2487
Si, 3.854, 2.1945, 25.2295
Si, 7.8585, 2.152, 25.4547
Si, 1.8635, 5.5293, 25.3346
Si, 5.8251, 5.4785, 25.0567
Si, 9.7082, 5.5958, 25.3313
Si, -0.0068, 8.934, 25.1484
Si, 3.8142, 8.9626, 25.208
Si, 7.7738, 8.9294, 25.3486
Si, 1.8076, 12.3756, 25.1511
Si, 5.7108, 12.3483, 25.3765
Si, 9.5503, 12.176, 25.4146
Si, 0.0095, 2.2109, 27.6221
Si, 3.8762, 2.2281, 27.6096
Si, 7.7739, 2.2172, 27.7642
Si, 1.9142, 5.5592, 27.6778
Si, 5.7977, 5.5418, 27.5109
Si, 9.6727, 5.5922, 27.6767
Si, 0.0225, 8.935, 27.558
Si, 3.8441, 8.9411, 27.6007
Si, 7.7415, 8.8974, 27.6903
Si, 1.8633, 12.2999, 27.5668
Si, 5.7478, 12.2833, 27.7076
Si, 9.6205, 12.2341, 27.7329
Si, 1.944, 1.1132, 28.4184
Si, 5.7969, 1.1201, 28.4511
Si, 9.7015, 1.0855, 28.4632
Si, -0.0137, 4.4414, 28.4469
Si, 3.8792, 4.4541, 28.4096
Si, 7.7224, 4.4837, 28.4313
Si, 1.9307, 7.8133, 28.4176
Si, 5.7771, 7.7772, 28.389
Si, 9.7029, 7.8253, 28.4378
Si, -0.0163, 11.1411, 28.4257
Si, 3.7948, 11.166, 28.4191
Si, 7.6829, 11.1327, 28.4621
Si, 1.9336, 1.1164, 30.8016
Si, 5.8008, 1.1164, 30.8016
Si, 9.6679, 1.1164, 30.8016
Si, 0, 4.4654, 30.8016
Si, 3.8672, 4.4654, 30.8016
Si, 7.7343, 4.4654, 30.8016
Si, 1.9336, 7.8145, 30.8016
Si, 5.8008, 7.8145, 30.8016
Si, 9.6679, 7.8145, 30.8016
Si, 0, 11.1635, 30.8016
Si, 3.8672, 11.1635, 30.8016
Si, 7.7343, 11.1635, 30.8016
Si, 0, 0, 0.3944
Si, 3.8672, 0, 0.3944
Si, 7.7343, 0, 0.3944
Si, 1.9336, 3.3491, 0.3944
Si, 5.8008, 3.3491, 0.3944
Si, 9.6679, 3.3491, 0.3944
Si, 0, 6.6981, 0.3944
Si, 3.8672, 6.6981, 0.3944
Si, 7.7343, 6.6981, 0.3944
Si, 1.9336, 10.0472, 0.3944
Si, 5.8008, 10.0472, 0.3944
Si, 9.6679, 10.0472, 0.3944
Si, 0.0399, -0.0182, 2.786
Si, 3.8736, -0.0035, 2.7607
Si, 7.7912, 0.009, 2.762
Si, 1.9479, 3.3568, 2.7524
Si, 5.8178, 3.3413, 2.7584
Si, 9.6778, 3.3444, 2.757
Si, 0.0035, 6.7153, 2.7819
Si, 3.8688, 6.6856, 2.7548
Si, 7.7315, 6.7073, 2.7709
Si, 1.9045, 10.0627, 2.7657
Si, 5.8075, 10.0621, 2.7385
Si, 9.6486, 10.047, 2.8097
Si, 0.0236, 2.2334, 3.5262
Si, 3.8784, 2.2286, 3.5352
Si, 7.7511, 2.2362, 3.5656
Si, 1.9346, 5.584, 3.5575
Si, 5.8039, 5.5728, 3.5448
Si, 9.6702, 5.5749, 3.5323
Si, -0.0108, 8.9441, 3.6249
Si, 3.8622, 8.9471, 3.4347
Si, 7.6881, 8.9241, 3.6064
Si, 1.9706, 12.273, 3.6292
Si, 5.8414, 12.3072, 3.4877
Si, 9.7091, 12.2804, 3.6262
Si, 0.0615, 2.2741, 5.8777
Si, 3.8838, 2.2177, 5.8821
Si, 7.7231, 2.2708, 5.9336
Si, 1.9488, 5.5404, 5.918
Si, 5.7812, 5.5199, 5.9037
Si, 9.6522, 5.5242, 5.8818
Si, -0.0265, 8.9353, 6.0359
Si, 3.834, 8.9811, 5.751
Si, 7.5924, 8.9396, 6.0027
Si, 1.9956, 12.3405, 6.0397
Si, 5.8926, 12.352, 5.8211
Si, 9.6814, 12.2777, 6.029
As, 1.9649, 1.1985, 6.9829
As, 5.8096, 1.1306, 6.9296
Si, 9.72, 1.1829, 6.7392
As, 0.0037, 4.4624, 6.9487
As, 3.8717, 4.3952, 6.9362
As, 7.7192, 4.4642, 6.9665
Si, 1.9882, 7.8304, 6.6521
Si, 5.568, 7.7381, 6.7593
Si, 9.5668, 7.7834, 6.6624
Si, 0.0654, 11.1925, 6.88
Si, 4.03, 11.1839, 6.6768
As, 7.6988, 11.1951, 6.9606
O, 9.9195, 1.35, 8.3967
O, 4.4817, 11.0366, 8.2835
O, 9.4222, 7.6803, 8.3199
O, 5.0271, 7.5782, 8.3641
O, 2.3358, 8.0058, 8.2827
O, 7.4939, 14.7251, 13.1079
O, 6.0203, 10.1707, 22.9946
O, 3.4365, 6.6967, 22.8898
O, 10.606, 13.3506, 22.85
O, 2.0138, 10.4852, 22.6024
O, 6.3407, 2.5276, 22.8917
O, 8.0647, 6.7917, 22.7918
Si, 7.2497, 7.0475, 21.3994
Si, 4.221, 7.0959, 21.5258
Si, 0.1054, 10.5077, 10.0299
Si, -1.0724, 3.9762, 17.6384
Si, 9.0508, 12.3217, 18.9424
Si, -7.9918, 19.0801, 16.1829
Si, 1.8717, -2.1786, 21.1515
Si, 0.2486, 13.5472, 15.0959
Si, 9.9087, 13.9256, 21.4732
Si, 9.707, 8.4789, 9.691
Si, -3.1847, 4.8191, 13.8292
Si, 12.2289, 10.6759, 16.0135
Si, 8.2423, 5.6885, 18.6884
Si, 3.0875, 10.4897, 14.3024
Si, 5.6731, 0.8749, 19.3532
Si, 10.8292, 8.0938, 14.8202
Si, 6.1865, 17.1693, 19.3928
Si, -2.2969, 7.2575, 12.4691
Si, 5.8188, 9.6093, 21.4941
Si, 12.1955, 5.3273, 15.2562
Si, 8.1616, 6.9864, 16.0124
Si, 3.5896, 5.38, 19.2058
Si, 16.6731, 3.1107, 15.0543
Si, -3.6969, 15.4741, 14.494
Si, 5.7593, 4.0153, 12.2974
Si, -2.0005, 14.6617, 16.7619
Si, 6.3959, 12.0945, 17.5557
Si, 3.8214, 7.672, 13.8514
Si, 7.1126, 14.8858, 11.5192
Si, 9.0424, -2.1158, 10.5255
Si, 2.5474, 15.327, 15.5336
Si, 1.4593, 3.6032, 12.9733
Si, 4.5502, 11.6166, 19.6442
Si, 6.4917, 12.0334, 11.7146
Si, 15.2493, 7.8285, 9.25
Si, 12.5571, 13.8005, 20.0735
Si, 0.1338, 11.1792, 18.899
Si, 3.382, 5.6479, 11.5584
Si, 7.2498, 2.1275, 21.5875
Si, 6.7565, 8.4094, 13.9475
Si, -5.5324, 11.2033, 14.5848
Si, 1.6819, 16.3071, 18.5163
Si, 4.4197, 10.7506, 9.8823
Si, 2.2858, 11.8748, 11.5701
Si, 0.2935, 0.8594, 12.0574
Si, 9.5399, 0.7229, 9.8461
O, 4.8228, 3.3607, 13.4581
O, 8.7492, 9.8319, 9.791
O, 7.0895, 8.6543, 21.0757
O, 6.8324, 7.6984, 15.4118
O, 11.1812, 14.5063, 20.6162
O, 5.0314, 11.3315, 18.0887
O, 10.587, 11.1879, 11.0196
O, 7.0722, 9.9862, 14.1863
O, 0.4991, 18.0768, 13.7517
O, 6.9927, 4.7875, 13.028
O, 12.2385, 12.7519, 18.8427
O, 1.8885, 15.0091, 19.5011
O, 10.125, 11.1184, 18.782
O, 0.6758, 15.8407, 12.1359
O, 9.3649, 0.1975, 17.9573
O, -0.1171, 9.5046, 15.2034
O, 2.3499, 4.3915, 11.8258
O, 13.7219, 15.9326, 16.9886
O, 6.2402, 2.8388, 11.2834
O, 4.5904, 10.6259, 14.8803
O, 9.1422, 12.817, 20.5171
O, 7.6803, -1.8065, 18.4373
O, 6.3046, 13.6807, 17.9647
O, 1.8464, 13.8739, 15.2812
O, 8.8181, 1.7069, 21.8358
O, 1.6337, 12.8629, 21.2632
O, 3.891, 9.2106, 10.1169
O, 3.1677, 6.5719, 12.8724
O, -0.4687, 4.6029, 16.256
O, 5.734, 6.458, 21.6279
O, 11.7235, 3.3574, 18.5418
O, 2.7754, 11.4997, 13.0715
O, -2.1638, 5.6813, 12.8931
O, -0.5107, 14.5736, 16.1054
O, 5.7098, 10.9323, 20.5664
O, 7.1655, 17.8995, 18.3184
O, 5.8271, 10.9242, 10.7064
O, 6.5873, 11.9379, 15.9467
O, 9.7601, 5.1163, 18.5162
O, 0.2005, 11.25, 8.565
O, 3.2283, 6.5756, 10.2233
O, 14.1118, 17.5669, 19.1291
O, 0.6888, 10.3698, 17.6106
O, -0.3233, 8.9524, 9.7616
O, 3.7347, 6.0899, 17.7507
O, 5.2874, 8.1389, 13.3088
O, 4.4579, 13.2577, 19.7845
O, 3.1364, 10.9975, 20.1281
O, 7.9979, 6.8845, 17.6148
O, 3.5289, 11.9589, 10.5343
O, -0.8118, 14.096, 10.8822
O, 4.9973, 4.7929, 19.7344
O, 8.9672, 12.5993, 9.5484
O, 3.2782, 6.5461, 20.307
O, 13.8112, 2.8625, 14.231
O, -3.5382, 11.5683, 11.7857
O, 1.5622, -0.0702, 11.6109
O, 3.9604, 7.0215, 15.3347
O, 13.6935, 5.1953, 15.8715
O, 1.4245, 10.6332, 10.9447
O, 8.5603, 1.0115, 15.525
O, 6.6345, 2.7451, 15.2778
O, 5.3819, 2.4217, 18.9302
O, 0.2771, 6.9117, 15.1617
O, 10.4784, 8.1072, 13.2206
O, -2.662, 3.2922, 14.08
O, 6.602, 0.909, 20.7034
O, 2.1666, 10.8327, 15.5718
O, 4.4383, 8.7146, 21.3903
O, -2.134, 7.8994, 15.688
O, 5.9566, 12.1404, 13.2547
O, -0.2202, 13.7518, 13.5373
O, 7.1723, 3.4682, 20.6582
O, -8.7776, 8.9524, 13.8374
O, -0.14, 12.0561, 15.609
O, 8.2913, 5.5186, 15.3004
O, 4.9036, 18.4747, 11.4362
O, 4.1784, 1.8284, 15.5399
O, 8.0304, 6.3072, 20.1812
O, -6.9437, 4.4618, 15.8765
O, 9.4517, 2.7866, 17.3233
O, 6.3035, 0.1374, 11.0915
O, 8.4053, 15.0444, 10.5535
O, -3.7608, 7.8121, 12.9078
O, 0.6119, 10.5477, 20.3327
O, -2.1789, 7.4068, 10.8696

Results
free energy: -211912.789 eV
free energy less fixed offsets of As -4856.12, O -568.88, Si -635.61 eV per atom: -5.169 eV

Forces (eV/angstrom), in the order of the atoms: element, x, y, z
Si, 0.0061, 0.0033, -0.012
As, -0.0009, -0.0009, -0.0049
As, 0.002, -0.0008, -0.0056
As, 0.0015, 0.0011, -0.0084
Si, -0.0068, 0.0007, -0.0028
As, 0.0003, -0.0014, -0.0078
As, -0.0006, 0, -0.0084
Si, -0.004, 0.0011, 0.0005
Si, 0.0025, 0.0055, 0.0007
Si, -0.002, 0.0057, 0.003
Si, 0.0052, 0.0039, 0.0054
As, 0.003, 0.0027, -0.0066
Si, -0.001, -0.0019, 0.0136
Si, 0.0006, 0.0002, 0.0091
Si, 0.0027, -0.0002, 0.0014
Si, -0.0008, -0.0003, 0.0069
Si, 0.001, -0.0019, 0.0017
Si, 0.0005, 0.0002, 0.0101
Si, -0.0018, -0.002, 0.0061
Si, 0.0013, -0.0007, 0.0017
Si, -0.0045, -0.0016, 0.0099
Si, 0.0035, 0.0003, 0.0086
Si, -0.0009, -0.0026, 0.0044
Si, -0.0076, -0.0016, -0.0002
Si, 0.0017, -0.0017, -0.0102
Si, 0.0004, 0.0041, -0.009
Si, -0.0037, 0.0035, -0.002
Si, 0.005, -0.0003, -0.0062
Si, -0.0019, 0.0009, 0.003
Si, -0.0038, 0.0018, -0.0053
Si, 0.0038, 0.0042, -0.0051
Si, 0.0025, -0.0016, -0.0018
Si, 0.0024, -0.0012, -0.0098
Si, 0.0011, -0.0021, -0.0067
Si, 0.0024, -0.0009, -0.0057
Si, 0.0042, 0.001, 0.0004
Si, -0.0021, 0.0012, -0.0015
Si, 0.0005, 0.0036, -0.0002
Si, 0.0032, -0.0035, -0.0024
Si, -0.0002, 0.0011, -0.0024
Si, -0.0005, -0.0017, -0.0016
Si, 0.0011, -0.0016, -0.0013
Si, -0.0025, 0.0002, -0.003
Si, -0.0016, 0.0001, -0.0036
Si, -0.0025, -0.0028, -0.0025
Si, 0.0001, -0.0012, 0
Si, -0.0064, 0.0033, -0.0005
Si, -0.002, 0.0017, -0.004
Si, 0.0313, -0.0461, -0.1068
Si, -0.0741, 0.0766, 0.1919
Si, 0.089, -0.0348, 0.2201
Si, -0.0354, -0.103, 0.119
Si, 0.0874, 0.0062, -0.1804
Si, -0.1011, 0.0878, -0.0014
Si, -0.0234, 0.0333, -0.0778
Si, -0.0971, -0.1184, -0.2816
Si, 0.1358, 0.0561, 0.0555
Si, 0.0888, -0.0555, -0.0537
Si, -0.1833, 0.0091, -0.0683
Si, -0.095, -0.0568, 0.1998
Si, 0.0428, -0.0507, 0.171
Si, -0.0754, -0.0175, 0.0007
Si, 0.1573, 0.0143, -0.0251
Si, 0.0102, 0.0242, -0.1169
Si, 0.0369, -0.0104, 0.0103
Si, 0.0317, -0.0369, -0.0485
Si, 0.0006, 0.083, 0.1279
Si, 0.0033, -0.0705, -0.0724
Si, -0.0156, -0.0133, 0.0046
Si, -0.1149, 0.0883, 0.0771
Si, 0.1197, 0.0488, -0.2479
Si, -0.0335, -0.0143, 0.2948
Si, -0.001, 0.0025, -0.0013
Si, 0.0013, 0.0001, 0
Si, 0.0013, 0.0041, 0.0012
Si, 0.0012, -0.001, 0.0016
Si, 0.0003, -0.0003, 0.0002
Si, -0.001, -0.0012, 0.001
Si, 0.0003, -0.003, 0.0015
Si, -0.0002, -0.0035, -0.0003
Si, 0.0007, -0.0018, -0.0017
Si, 0.0006, 0.0012, 0.001
Si, -0.0002, 0.0023, -0.001
Si, 0.0008, -0.0001, 0.0037
Si, -0.0013, -0.0017, 0.0038
Si, -0.001, -0.0014, 0.0051
Si, 0.0015, -0.0015, 0.0077
Si, -0.0003, 0.0047, 0.0055
Si, 0.0008, 0.0036, 0.0036
Si, 0.0003, 0.0026, 0.005
Si, 0, 0.0007, -0.0016
Si, -0.0006, 0.0006, -0.001
Si, -0.0004, -0.0008, 0.0061
Si, 0.0007, -0.0007, 0.0016
Si, -0.003, -0.0011, 0.0028
Si, 0.0005, 0.0002, 0.0023
Si, -0.0002, 0.0007, -0.0048
Si, -0.0006, 0.0007, -0.01
Si, -0.0019, -0.0023, -0.0099
Si, 0, -0.0034, -0.0095
Si, 0.0019, -0.0001, -0.0065
Si, 0.0011, 0.0016, -0.0088
Si, 0.0059, -0.002, -0.0025
Si, 0.0031, -0.0003, 0.0001
Si, 0.0055, 0.0024, -0.0073
Si, 0.0018, 0.0019, -0.0038
Si, 0.0016, -0.0012, -0.0055
Si, -0.0025, -0.0018, -0.0068
As, -0.0024, -0.0018, 0.0042
As, 0.003, 0.0018, 0.0056
Si, 0.001, 0.0036, -0.0089
As, 0.001, -0.0001, 0.0042
As, -0.0016, 0.002, 0.0042
As, 0.0003, 0.0005, 0.0048
Si, -0.0077, 0.0062, 0.0022
Si, -0.0022, 0.0002, -0.0013
Si, -0.0045, 0.0007, -0.0003
Si, 0.0009, 0.0002, 0.0017
Si, -0.0012, 0, -0.001
As, -0.002, -0.0013, 0.0031
O, 0.002, 0.0005, 0.002
O, 0.0001, 0.0004, -0.0005
O, 0.001, 0.0002, 0.0058
O, 0.0001, 0, 0
O, 0.0017, 0.0009, -0.0019
O, -0.0004, 0.0005, -0.0014
O, -0.0003, 0.0005, -0.0091
O, 0, 0.001, -0.0031
O, 0.0005, -0.0025, 0.0042
O, 0.0005, -0.0026, -0.0043
O, -0.0002, 0.0017, 0.0011
O, -0.0001, -0.0009, -0.0025
Si, 0.0019, 0.0002, -0.0063
Si, -0.0023, 0.0004, -0.0047
Si, 0.002, 0, 0.0037
Si, 0.0005, -0.0008, -0.0047
Si, -0.0017, 0.0017, 0.0031
Si, 0.0064, -0.0003, 0.0006
Si, -0.0022, 0.0036, -0.0055
Si, 0.0025, 0.0024, -0.0007
Si, -0.0009, 0.0023, -0.0083
Si, -0.0008, -0.0036, 0.0027
Si, 0.0006, 0.0015, -0.0022
Si, 0.0021, -0.0022, -0.0051
Si, -0.0013, -0.0005, 0.0018
Si, -0.0064, 0.0041, 0.0005
Si, 0.0005, 0.0002, 0
Si, 0.002, 0.0011, 0.0004
Si, -0.0008, 0.0055, 0.0025
Si, 0.0015, -0.0024, -0.0009
Si, 0.0004, 0.002, -0.0016
Si, -0.0015, 0.0001, -0.0013
Si, 0.0002, 0.0003, -0.006
Si, 0.007, -0.0093, -0.0016
Si, -0.0047, 0.0017, -0.0046
Si, 0.0012, 0.0004, -0.0019
Si, -0.0009, 0, 0.0002
Si, 0.0004, 0.0004, -0.0016
Si, 0.001, 0.0004, -0.0015
Si, -0.0064, 0.0024, 0.0025
Si, 0.0001, 0.0025, -0.001
Si, -0.0023, 0.001, -0.0013
Si, -0.0003, 0.0002, -0.0019
Si, -0.0004, 0.0024, 0.0002
Si, -0.0005, 0.0019, -0.0013
Si, -0.0025, 0.0012, -0.0014
Si, -0.0007, -0.0005, 0.01
Si, -0.0014, 0.0033, 0.0015
Si, 0.0005, 0.0001, -0.0017
Si, 0.0008, 0.0004, 0.0002
Si, 0.0047, -0.0023, -0.0064
Si, 0.0002, 0.0015, -0.0014
Si, -0.0009, 0.0009, -0.0003
Si, -0.0023, 0.0027, 0.0005
Si, 0.0015, 0.0019, 0.0054
Si, 0.0067, -0.0004, 0.0021
Si, 0.0007, 0.0038, 0.0014
Si, -0.0004, 0.0011, 0.0099
O, 0.0016, -0.001, 0.0044
O, 0.0007, 0.002, -0.0014
O, -0.0009, 0.0007, 0
O, 0.0041, -0.0009, 0.0006
O, -0.0006, -0.0022, 0
O, -0.0002, -0.0013, -0.0025
O, 0.0047, 0.0005, -0.001
O, -0.0006, -0.0002, -0.0012
O, 0.0014, 0.0003, -0.0009
O, 0.0026, 0.0007, -0.0008
O, -0.0002, -0.0005, -0.0008
O, -0.0008, 0.0025, -0.0018
O, 0.0035, 0.0006, -0.0028
O, -0.0004, -0.0041, -0.0002
O, -0.0001, 0.0004, -0.0011
O, 0.0011, 0.0034, 0.0027
O, 0.0017, 0.0037, 0.0005
O, -0.0002, 0.0019, 0.0007
O, 0.0005, 0, -0.0005
O, 0.0006, 0.0019, -0.0027
O, 0.0015, 0.002, -0.0022
O, -0.0009, 0.0004, -0.0017
O, 0.0003, -0.0008, -0.0013
O, -0.0013, 0.0022, -0.001
O, -0.0017, -0.0016, 0.0015
O, 0.0009, -0.0019, -0.0013
O, 0.0008, 0.001, -0.0039
O, 0.0041, 0.0012, 0.0001
O, -0.0007, -0.0006, 0.003
O, -0.0015, 0.0017, -0.002
O, 0.0025, -0.0011, -0.0014
O, -0.0037, -0.0015, -0.0071
O, -0.0007, 0.0025, -0.0006
O, 0.0005, -0.0006, -0.0021
O, 0.0003, -0.0018, -0.0006
O, -0.0045, 0.0006, 0.0047
O, -0.0022, 0.0011, -0.0018
O, -0.0008, -0.0001, 0.0001
O, -0.0008, -0.0003, -0.0005
O, -0.0004, 0.0002, -0.001
O, 0.0016, 0.001, 0.0008
O, 0.0082, 0.0097, -0.0023
O, 0.0001, 0.0022, 0.0005
O, 0.0017, 0.0026, -0.0023
O, 0.0014, -0.0108, -0.0027
O, 0.0003, 0.0004, 0.0006
O, -0.0008, 0, -0.0015
O, -0.0013, -0.0006, -0.0008
O, -0.0014, 0.0028, -0.004
O, -0.0055, -0.0031, 0.008
O, 0.0002, 0.0001, -0.0011
O, -0.0167, 0.0036, -0.0085
O, 0.0013, 0.0011, -0.0009
O, 0.006, -0.0013, -0.0029
O, 0.0004, 0.0018, -0.0013
O, 0.0002, 0.0012, -0.0001
O, 0.0001, -0.0006, 0.001
O, -0.0027, -0.0038, -0.0017
O, 0.0054, 0.0021, 0.0024
O, 0.0035, 0.0059, -0.0025
O, -0.0004, 0.0003, -0.0019
O, -0.0009, 0.0009, -0.0009
O, -0.0005, 0.0017, -0.0014
O, -0.0001, 0.0028, -0.0005
O, -0.0005, 0.0006, -0.0008
O, -0.0009, 0.0004, -0.0002
O, -0.0007, 0.0001, -0.0017
O, 0.0024, -0.0053, -0.0074
O, 0.0005, -0.0005, 0.0001
O, -0.0028, -0.003, 0
O, 0.0013, 0.001, -0.0016
O, 0.0024, 0.0011, -0.004
O, -0.0048, 0.0016, -0.0071
O, 0.0061, -0.0051, -0.001
O, 0.0003, 0.0008, -0.0003
O, -0.0011, 0.005, 0.0004
O, -0.0056, 0.003, -0.0005
O, 0.0032, 0.0047, -0.0015
O, -0.0013, 0.0004, -0.0017
O, -0.0079, 0.0101, -0.003
O, 0.0014, 0.002, -0.0006
O, 0.0012, -0.0009, -0.0015
O, 0.0017, -0.0008, -0.0037
O, -0.0006, 0.001, -0.0005
O, 0.002, 0.0023, -0.0001
O, 0.0016, 0.0027, -0.0011

The program warned: the cutoff lies below the one the program advises for these potential files; the forces do not sum to zero within the program's tolerance; the exchange-correlation potential is rough where the density is thin.
